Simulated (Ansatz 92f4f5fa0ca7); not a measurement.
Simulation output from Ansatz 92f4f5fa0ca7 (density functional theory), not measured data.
Periodic cell of 422 atoms, Si266O156, from a study of silicon, its oxide and their interface. The atomic structure is a simulated model.
Doubt: the cutoff is far below the 930 eV that the study's wrapper takes by default for these files, so forces and energies are approximate.
This geometry differs little from another in the collection (a relaxation step or a small displacement).

Settings
functional: PBE
potential files: Ansatz PAW
basis: plane waves
wave-function cutoff: 580 eV
density cutoff ratio: 5
exchange-correlation grid ratio: 1
k mesh: 1 x 1 x 1, Gamma-centred
self-consistency stop: 5e-08 eV per atom in the density residual
occupations: fixed
spin: none
net charge: 0

Cell vectors (angstrom)
a 15.4687 0 0
b 0 12.8259 0
c 0 0 36.4751

Atoms and the computed forces on them: element, x, y, z (angstrom), force x, y, z (eV/angstrom)
Si -0.0202 1.1703 33.7824 -0.0006 0.0011 -0.0012
Si 3.8549 1.1675 33.7933 -0.0004 -0.0016 0.0014
Si 7.6996 1.1704 33.8076 0.0018 0.001 0
Si 11.602 1.171 33.8078 0.0023 -0.0003 -0.0037
Si 1.9277 7.5821 33.8281 0.0018 -0.0028 -0.0067
Si 5.7938 7.5806 33.8066 0.0024 -0.0023 -0.0037
Si 9.6645 7.5819 33.8254 -0.0003 -0.0034 -0.0036
Si 13.5247 7.5842 33.8057 0.001 -0.0011 -0.005
Si 1.9336 5.247 34.2082 0.1109 -0.0397 -0.0374
Si 5.8008 5.247 34.2082 -0.0507 -0.037 -0.2019
Si 9.6679 5.247 34.2082 -0.0784 0.0545 0.0828
Si 13.5351 5.247 34.2082 0.0322 0.0243 0.0544
Si 0 11.6599 34.2082 0.0097 0.0925 -0.1096
Si 3.8672 11.6599 34.2082 0.0665 -0.031 -0.2006
Si 7.7343 11.6599 34.2082 0.0213 0.0773 -0.073
Si 11.6015 11.6599 34.2082 -0.049 0.1287 -0.0903
Si 0 4.664 35.4449 0.0012 -0.0131 -0.0129
Si 3.8672 4.664 35.4449 -0.0154 0.0174 0.0076
Si 7.7343 4.664 35.4449 0.0126 -0.0118 -0.0173
Si 11.6015 4.664 35.4449 0.0026 -0.0306 -0.0187
Si 1.9336 11.0769 35.4449 0.0162 -0.0172 -0.0489
Si 5.8008 11.0769 35.4449 -0.0292 -0.0317 -0.0379
Si 9.6679 11.0769 35.4449 -0.0011 -0.0025 -0.0171
Si 13.5351 11.0769 35.4449 0.0231 -0.0389 -0.0519
Si 0 2.332 35.8572 -0.0603 -0.0055 -0.0689
Si 3.8672 2.332 35.8572 -0.0109 -0.0218 -0.019
Si 7.7343 2.332 35.8572 -0.0964 0.0375 0.1116
Si 11.6015 2.332 35.8572 0.0677 0.0403 0.1022
Si 1.9336 8.745 35.8572 0.0124 0.0634 0.246
Si 5.8008 8.745 35.8572 -0.0356 0.0106 0.0896
Si 9.6679 8.745 35.8572 -0.0158 0.0529 0.2194
Si 13.5351 8.745 35.8572 -0.0222 0.0056 0.1113
Si 1.9336 1.749 0.6188 0.027 -0.0058 -0.0359
Si 5.8008 1.749 0.6188 -0.0319 0.0194 0.0095
Si 9.6679 1.749 0.6188 0.0055 -0.026 -0.0303
Si 13.5351 1.749 0.6188 0.0052 0.0232 0.0022
Si 0 8.162 0.6188 0.0136 0.0087 0.0167
Si 3.8672 8.162 0.6188 0.0163 0.0279 0.0202
Si 7.7343 8.162 0.6188 0.0011 0.0164 0.007
Si 11.6015 8.162 0.6188 -0.0069 0.0317 0.0189
Si 0 5.83 1.031 0.0032 -0.0156 -0.0089
Si 3.8672 5.83 1.031 0.0173 0.0056 0.0208
Si 7.7343 5.83 1.031 -0.0201 -0.0004 0.0149
Si 11.6015 5.83 1.031 -0.0075 0.0243 0.0312
Si 1.9336 12.2429 1.031 -0.005 0.0013 -0.0039
Si 5.8008 12.2429 1.031 0.0136 -0.0043 -0.0124
Si 9.6679 12.2429 1.031 0.0076 0.0078 0.0215
Si 13.5351 12.2429 1.031 -0.0203 0.0283 0.0295
Si 1.9336 5.247 2.2678 0.0207 0.0203 0.0651
Si 5.8008 5.247 2.2678 -0.0281 0.0041 0.0762
Si 9.6679 5.247 2.2678 -0.0626 -0.033 -0.0122
Si 13.5351 5.247 2.2678 0.0934 -0.0375 -0.0906
Si 0 11.6599 2.2678 0.1382 -0.0273 -0.0762
Si 3.8672 11.6599 2.2678 0.0113 -0.0072 0.0479
Si 7.7343 11.6599 2.2678 -0.0853 -0.0127 -0.1254
Si 11.6015 11.6599 2.2678 0.0353 0.0104 -0.0382
Si 1.9336 2.915 2.68 -0.0332 -0.0388 -0.0037
Si 5.8008 2.915 2.68 0.036 -0.0319 -0.012
Si 9.6679 2.915 2.68 -0.003 -0.0132 0.0129
Si 13.5351 2.915 2.68 -0.0025 -0.0539 0.0031
Si 0 9.328 2.68 -0.0057 0.0501 0.0582
Si 3.8672 9.328 2.68 -0.0157 0.0331 0.0231
Si 7.7343 9.328 2.68 0.0058 0.0068 0.0484
Si 11.6015 9.328 2.68 -0.0008 0.0166 0.0439
Si 0.1884 0.0363 27.148 -0.0081 0.0265 -0.0002
Si 3.4076 -0.0623 27.1548 0.0055 0.0215 -0.0009
Si 8.008 -0.3181 26.5105 0 0.0245 -0.0083
Si 11.0554 0.0694 26.375 0.0008 0.0053 -0.0065
Si 1.7902 6.7957 27.14 -0.0171 -0.0243 0.0049
Si 6.281 6.4607 26.6158 -0.0035 0.0004 -0.0059
Si 9.4049 6.3365 27.2921 -0.001 0.0105 0.0135
Si 14.2029 6.4052 26.6485 0.0225 -0.0128 0.0189
Si 1.9319 3.7293 27.4606 -0.0092 0.0211 -0.0143
Si 5.8511 3.6585 27.4043 -0.0001 -0.0069 -0.0092
Si 9.6953 4.0628 27.586 0.0056 -0.0061 -0.0051
Si 13.6148 3.7512 27.6917 0.0108 0.0033 0.0099
Si 0.001 10.5433 27.5326 0.0082 -0.0164 -0.0138
Si 3.9219 10.497 27.5241 0.0064 -0.0033 -0.0115
Si 7.8195 10.3045 27.277 -0.0003 -0.0186 -0.0193
Si 11.6599 10.091 27.4879 -0.0011 0.0073 -0.02
Si 0.0876 3.4628 28.9362 -0.0022 0.0127 -0.0088
Si 3.8934 3.3695 28.727 0.0033 0.0086 0.0064
Si 7.7499 3.5062 28.8214 -0.0097 -0.0023 0.0154
Si 11.6033 3.6983 28.9242 0.0117 0.0129 -0.0022
Si 1.95 9.933 28.7814 -0.0104 0.0001 0.0289
Si 5.888 9.9903 28.7383 -0.0067 0.0004 0.0037
Si 9.6596 9.9108 28.75 0.0061 0.0042 0.0158
Si 13.5842 9.9141 28.8334 -0.0034 -0.0005 -0.0035
Si -0.0198 1.1472 29.255 0.0003 -0.025 0
Si 3.8474 1.0817 29.2257 -0.0059 -0.0163 0.0006
Si 7.7357 1.2357 29.3778 -0.0029 0.0161 -0.0041
Si 11.4869 1.3717 29.3211 -0.004 -0.0072 -0.0033
Si 1.8963 7.6422 29.3155 0.0012 -0.0031 -0.0047
Si 5.7762 7.717 29.4198 0.0067 -0.0032 -0.0082
Si 9.6308 7.6145 29.2868 0.0009 -0.0153 -0.0023
Si 13.5535 7.6524 29.4641 -0.0184 -0.0231 -0.0203
Si 1.9158 0.5672 30.4961 -0.001 -0.006 -0.0092
Si 5.7772 0.5555 30.4936 -0.0112 0.0006 -0.0062
Si 9.6531 0.6349 30.6019 0.0045 0.0016 0.0045
Si 13.4715 0.6003 30.4228 0.0133 0.0106 -0.0065
Si 0.0236 7.0132 30.602 0.0151 -0.0056 -0.0051
Si 3.8277 7.0263 30.5382 -0.0103 0.0006 -0.001
Si 7.7304 7.0558 30.5663 0.0099 -0.0032 0.0041
Si 11.5585 7.0805 30.5712 -0.0096 0.0044 -0.0115
Si 0.0337 4.6755 30.955 -0.0037 -0.003 -0.0058
Si 3.8631 4.6465 30.7947 -0.0003 -0.0059 -0.0093
Si 7.7202 4.7055 30.8813 0.0052 -0.0013 -0.0198
Si 11.5877 4.7663 30.9908 -0.0015 -0.0056 0.001
Si 1.956 11.0731 30.8752 0.0018 0.0016 -0.013
Si 5.8502 11.0627 30.8752 0.0028 0.0006 0.0034
Si 9.6792 11.0979 30.8438 -0.0024 -0.0089 -0.0102
Si 13.5334 11.1065 30.8816 -0.0013 -0.0089 0.0087
Si 1.9738 4.078 32.1383 0.0008 0.0081 0.0019
Si 5.7803 4.0935 32.1043 0.0004 -0.0059 -0.0037
Si 9.6398 4.1021 32.1471 0.003 0.0027 -0.0061
Si 13.5381 4.0886 32.1498 -0.0017 -0.002 -0.0087
Si 0.0092 10.5161 32.1247 0.0041 -0.0019 -0.0128
Si 3.8904 10.4862 32.1184 -0.0071 -0.0062 -0.0117
Si 7.7696 10.5076 32.1322 -0.0033 -0.0029 -0.0059
Si 11.5985 10.5252 32.1219 0.004 -0.0053 -0.0027
Si 1.9225 1.7439 32.5532 -0.0012 -0.0035 -0.0075
Si 5.7755 1.7569 32.5413 0.0021 0.0036 -0.0055
Si 9.6474 1.7815 32.6367 -0.0024 0.0004 -0.0049
Si 13.5091 1.7459 32.5205 -0.0018 0.0028 -0.0072
Si 0.0025 8.1986 32.6194 -0.0106 0.0054 -0.0014
Si 3.8467 8.1656 32.5969 0.0044 0.0055 -0.0033
Si 7.7404 8.192 32.614 -0.0066 0.0058 -0.0083
Si 11.5816 8.2191 32.613 0.0054 0.0045 -0.0053
Si 0 2.332 3.9167 0.1248 -0.0768 -0.0319
Si 3.8672 2.332 3.9167 -0.0676 -0.0027 0.3933
Si 7.7343 2.332 3.9167 -0.1677 -0.0399 -0.1558
Si 11.6015 2.332 3.9167 0.0459 -0.0207 0.049
Si 1.9336 8.745 3.9167 0.1324 0.0127 -0.0358
Si 5.8008 8.745 3.9167 -0.0642 -0.0143 0.1572
Si 9.6679 8.745 3.9167 -0.0028 -0.1425 -0.0227
Si 13.5351 8.745 3.9167 -0.0309 -0.004 0.1091
Si 1.9455 6.4188 4.3374 -0.0009 0.0011 -0.0011
Si 5.785 6.4199 4.3361 -0.0005 0.0009 -0.0008
Si 9.6614 6.4135 4.3265 0.0025 0.003 -0.0022
Si 13.5606 6.4153 4.3144 -0.0006 0.0004 -0.0026
Si 0.0455 12.8182 4.3247 -0.0074 -0.0004 0.0027
Si 3.8833 12.8084 4.3516 -0.0002 0.0022 0.0028
Si 7.7163 12.8171 4.317 0.0046 0.0007 0.0008
Si 11.6114 12.8127 4.3345 0.0001 0.0036 0.0037
Si 0.0192 5.8367 5.5728 -0.0003 0.0002 0.0097
Si 3.8606 5.8409 5.6031 0.0011 0.0006 -0.0029
Si 7.7146 5.861 5.5797 -0.0054 -0.0056 -0.0001
Si 11.6249 5.8371 5.5174 0.0007 0.004 -0.0048
Si 1.9621 12.2219 5.6122 0.0004 -0.0045 -0.0016
Si 5.8189 12.1888 5.5918 -0.0009 -0.0022 -0.0007
Si 9.642 12.1762 5.5011 -0.0022 0.003 -0.0029
Si 13.5832 12.2041 5.5193 0.0089 -0.005 0.0004
Si 0.0282 3.5248 5.9535 -0.0007 -0.0009 -0.0005
Si 3.8306 3.4971 6.0389 0.0084 -0.0048 0.0104
Si 7.674 3.5379 5.9318 0.008 -0.0043 0.0113
Si 11.6139 3.4897 5.9892 -0.0082 -0.0064 0.0117
Si 1.9551 9.8648 5.9992 -0.0006 0.0024 0.0067
Si 5.8174 9.8502 6.0345 -0.0035 0.0033 0.0058
Si 9.6423 9.8651 5.992 -0.0007 0.0025 0.0009
Si 13.5346 9.8903 6.0091 0.0136 0.0108 0.0063
Si 1.8695 2.9495 7.3139 0.0026 -0.0001 -0.0021
Si 5.8015 2.8848 7.2201 -0.0045 0.0043 -0.0011
Si 9.5909 2.8776 7.0808 -0.0059 -0.0015 -0.0086
Si 13.612 2.8959 7.1775 -0.0001 0.0007 -0.0025
Si 0.0184 9.2179 7.2012 -0.0021 0.0049 -0.0023
Si 3.8693 9.3392 7.3104 -0.0028 0.0015 0.0025
Si 7.754 9.2368 7.3006 0.0011 0.001 -0.0047
Si 11.5652 9.4432 7.2916 -0.0028 0.0048 -0.0022
Si -0.0327 6.9013 7.6937 0.0012 -0.0011 0.0029
Si 3.8534 6.9538 7.7088 -0.0055 0.0028 -0.0042
Si 7.7454 6.8729 7.7364 -0.0005 -0.0011 0.004
Si 11.624 7.0325 7.5423 0.002 -0.01 0.0077
Si 1.9744 13.4421 7.6719 -0.0029 0.0041 -0.0067
Si 5.859 13.399 7.6265 0.0171 0.0009 0.0012
Si 9.6265 13.4063 7.479 -0.0071 0.0029 -0.0016
Si 13.6957 13.384 7.5402 -0.0117 -0.0042 -0.0143
Si 1.9075 6.3757 8.9679 -0.0029 0.0087 0.001
Si 5.7678 6.2179 8.9325 0.0069 0.0038 0.0081
Si 9.8061 6.1558 8.7189 -0.0054 0.008 0.0128
Si 13.4283 6.3 8.8569 0.0024 0.0054 0.0014
Si 0.1055 12.6357 8.8658 0.0045 -0.0052 -0.0015
Si 3.9398 13.0582 8.9412 -0.0034 0.0178 0.0132
Si 7.7885 12.8506 8.89 -0.0002 0.0168 -0.0015
Si 11.6442 13.2061 8.6296 0.0057 0.0046 -0.0098
Si -0.3247 3.8384 10.8081 -0.0092 0.0052 0.0023
Si 5.8809 3.8777 9.3686 -0.0104 -0.003 -0.0138
Si 9.7216 3.7922 9.2244 0.0082 -0.0052 -0.0017
Si 13.3613 3.9022 9.3024 -0.0053 -0.0006 0.0073
Si 0.1743 10.3017 9.2725 -0.0174 -0.0034 -0.0103
Si 3.7975 10.6572 9.3391 0.0182 -0.0266 0.0019
Si 7.6585 10.5624 9.2662 0.0028 -0.0026 -0.011
Si 11.7004 10.9018 9.2537 -0.0148 -0.0026 -0.008
Si 1.6556 4.0724 9.451 0.0063 0.0011 -0.0074
Si 4.246 2.8865 10.7788 -0.0002 0.0097 0.0112
Si 7.8315 3.3108 10.5799 0.0122 0.0132 -0.0134
Si 11.5716 2.4445 9.9178 0.0005 0.0053 0.0064
Si 2.064 9.793 10.7012 0.0092 0.0109 0.0043
Si 5.7385 10.1729 10.5103 -0.0241 0.0129 0.0169
Si 9.1732 10.0835 10.9655 -0.0023 -0.0048 0.0162
Si 13.5688 10.0121 10.2825 0.0233 0.0091 0.0017
Si 0.1356 1.014 11.9133 0.0001 -0.0018 0.008
Si 4.0909 3.2749 13.986 0.0043 -0.0004 -0.0051
Si 8.0089 1.0387 11.0677 -0.0086 -0.0293 -0.0063
Si 11.0775 1.2687 11.8758 0.0062 0.0147 -0.0007
Si 2.3364 7.4245 11.0884 -0.0097 -0.0222 -0.0029
Si 5.4936 7.0928 11.0855 -0.0003 -0.0048 -0.021
Si 10.051 7.095 10.8105 0.0153 -0.0071 -0.0269
Si 13.1202 7.7159 10.7413 0.0029 -0.0161 -0.0042
O 11.6016 7.3422 11.2979 -0.008 0.0021 0.0033
O 3.8865 6.937 11.5121 -0.0011 0.0067 0.0062
O 0.2628 6.9358 26.5464 -0.0326 -0.0251 0.0116
O 7.9049 6.6406 26.6304 0.0031 -0.0023 -0.0038
O 9.5035 -0.0349 25.855 -0.002 -0.0086 0.001
O 1.8083 0.1682 26.797 -0.0012 -0.006 -0.0012
O 9.5332 13.5195 11.6541 -0.0068 -0.001 0.0003
O 1.6793 13.9483 12.4309 -0.0018 -0.0016 -0.0034
O 4.1817 13.0071 12.7307 -0.0026 -0.0011 -0.0019
O 1.3029 6.9977 12.3259 0.0121 0.0055 -0.0076
O 7.7623 3.9886 12.111 -0.0036 0.0004 0.0069
O 6.8536 13.4961 12.21 0.0151 0.0081 -0.0074
O 14.6523 12.9547 12.9122 -0.0014 0.0016 -0.0026
O 9.3217 5.997 11.7525 -0.0081 -0.006 0.0067
O 2.038 10.6349 12.1524 -0.0035 -0.0033 -0.0046
O 5.7894 11.1546 11.8122 0.0039 -0.0077 -0.0094
O -0.4339 2.5336 11.8069 -0.0003 -0.0021 -0.0004
O 15.0308 5.0723 11.8912 0.0016 -0.0054 -0.0037
O 8.8274 10.5994 12.4978 0.0008 -0.0019 -0.0032
O 3.2991 1.8908 14.4487 -0.0021 -0.0014 -0.0004
O 11.0857 2.4227 13.031 -0.002 -0.0023 0.0048
O 13.7142 10.8051 11.7233 0.0002 0.0045 0.0037
O 12.0323 12.8288 12.3592 -0.0054 -0.0014 -0.0011
O 6.5619 6.3425 12.0965 -0.0017 0.0004 0.0052
O 13.3012 2.3825 26.8605 -0.0023 -0.005 -0.0131
O 9.9236 3.4202 26.0535 -0.0011 0.0043 -0.0028
O 14.0451 17.6222 26.4811 -0.0015 0.0436 0.0115
O 7.9367 9.2655 25.9621 -0.0019 0.0125 0.0083
O 5.5051 7.4437 25.5651 -0.002 -0.0008 -0.003
O 6.8457 0.1385 25.4428 0.0026 -0.0085 -0.0001
O 13.3075 7.0761 25.4897 -0.0034 -0.003 -0.0023
O 4.2273 9.7756 26.04 0.0017 -0.0027 -0.0032
O 14.6998 0.5306 25.8489 0.0096 -0.0089 0.0009
O 4.2022 0.485 25.8149 -0.0049 -0.0077 -0.0024
O 2.835 7.6179 26.2123 -0.0015 -0.0029 -0.0089
O 1.5933 2.9014 26.066 0.0023 0.0051 0.0052
O 10.6461 6.6003 26.2352 -0.0009 -0.0043 -0.0086
O 12.0057 0.8164 25.2717 0.0005 -0.0032 -0.0068
O 5.8954 4.906 26.3095 0.0026 0.0033 -0.0026
O 0.0207 9.8034 26.0362 -0.0019 0.0033 -0.0039
Si 1.0784 9.287 18.1571 -0.0045 0.0015 0.0013
Si 8.5234 1.6558 22.482 0.0006 -0.0032 0.0048
Si 13.5028 11.237 22.7645 0.0011 0.0023 0.0017
Si 5.5983 1.1945 25.3538 0.0002 -0.0013 0.0013
Si 0.618 0.0201 23.2868 0.0012 -0.0008 0.0023
Si 8.0225 7.1655 14.8692 0.0042 -0.0026 -0.0021
Si 11.869 4.6569 16.3494 0.0018 0.0023 0.0027
Si 10.5712 10.3352 22.8056 -0.0002 0.0023 0.0021
Si 12.4974 0.4104 16.307 0.0009 -0.0017 0.0008
Si 7.8092 11.473 22.4325 -0.0021 0.0011 0.0025
Si 3.2077 8.9186 20.3109 -0.0001 0.0007 -0.0026
Si 14.9171 12.0864 17.8125 0.0031 0.0023 0.001
Si 0.2288 10.1014 24.4489 0.0001 0.0038 0.0094
Si 12.6942 11.4106 19.9177 0.0037 0.001 -0.0035
Si -0.2397 6.4993 12.6454 -0.0043 -0.0012 0.0048
Si 14.7845 5.5505 15.6288 -0.003 0.0039 -0.0017
Si 11.0346 2.4111 14.6409 0.0005 0.0017 0.0016
Si 2.8091 0.6385 13.5033 0.0051 0.0009 -0.0002
Si 11.0767 9.6397 17.7981 0.0038 -0.001 0.0008
Si 8.6085 6.2568 23.0837 -0.0051 -0.0002 0.0075
Si 5.1628 10.8808 15.1146 0.0041 0.0043 -0.0008
Si 6.1292 3.4562 16.473 -0.002 0.0017 0.0025
Si 1.665 2.9137 24.4246 0.0004 0.0021 0.0027
Si 8.8105 1.7121 16.5093 0.0001 0.0008 0.0021
Si 2.2868 8.1936 15.389 -0.0035 -0.0046 0.0033
Si 2.9523 0.5173 21.2827 0.0003 -0.0003 -0.0035
Si 3.4232 3.4244 17.721 -0.0004 -0.0024 0.0021
Si 1.6516 4.2215 19.7913 -0.0005 -0.0012 -0.0033
Si 11.2584 1.2577 20.9667 0.0008 0.0002 -0.0025
Si 5.1506 11.3147 20.7331 -0.0039 -0.0006 0.0011
Si 13.3559 11.9457 12.802 0.0052 -0.0047 0.0061
Si 0.9695 5.289 22.6796 -0.0009 -0.0046 0.0048
Si 7.2682 5.4804 18.6396 0.0013 -0.0004 -0.0003
Si 15.2187 6.4649 18.6652 -0.0013 0.0027 -0.0008
Si 11.8799 10.6495 15.1476 0.0053 0.0035 0.0015
Si 8.3123 9.2341 24.3711 -0.0009 0.0016 0.0012
Si 2.107 5.0303 15.3983 -0.0033 0.004 0.0015
Si 1.5741 1.4864 18.7216 -0.001 -0.0023 -0.0022
Si 2.2745 8.0104 23.1303 0.0016 -0.0039 0.001
Si 9.1331 9.9969 13.9942 -0.0028 0.0024 -0.0007
Si 5.2387 7.9831 15.5543 -0.0014 -0.0014 0.0021
Si 9.8058 6.796 17.4805 0.002 -0.0019 0.0044
Si 4.0959 8.2703 25.4216 0.0019 0.0004 -0.0031
Si 2.3733 10.6556 13.7511 -0.0008 0.001 -0.0004
Si 5.6952 10.9174 17.9091 0.003 0.0003 0.0015
Si 4.3828 2.7299 22.9548 0.0012 -0.0015 0.0054
Si 8.6186 11.402 16.7517 -0.0015 -0.0013 0.0014
Si 11.2073 7.4845 22.3547 0.0005 -0.0013 0.0068
Si 11.751 7.5555 25.5146 0.004 -0.004 -0.0037
Si 13.6966 5.7298 21.3797 0.0023 -0.0022 -0.0038
Si 6.7897 4.1699 21.523 -0.004 -0.0032 -0.0049
Si 12.6404 3.1136 22.9906 0.0046 -0.0027 0.0047
Si 7.9522 5.5531 12.5041 0.0072 -0.0024 0.0075
Si 13.4531 1.566 25.4749 -0.0072 0.0009 0.0022
Si 9.858 3.6938 24.4401 -0.0024 -0.0049 0.0033
Si 11.2179 2.4069 18.1929 0.0012 -0.0004 -0.0019
Si 5.7201 12.4505 12.7634 -0.0089 0 0.0077
Si 5.2148 7.813 18.5159 0.0035 -0.0007 0.0028
O 3.0057 4.6164 16.6882 -0.0001 -0.0003 -0.0035
O 13.3076 4.8839 15.6383 -0.0018 -0.0016 -0.0031
O 1.8036 6.6408 15.3472 0.0026 -0.0002 -0.0029
O 0.1957 10.6113 17.6899 -0.0003 -0.0013 -0.0014
O 2.4541 2.1259 17.5005 0.0005 0.0008 -0.0032
O 9.3673 11.1232 21.9974 0.0007 -0.0015 -0.0056
O 4.7944 7.4008 17.008 -0.0009 -0.001 -0.0045
O 0.7475 4.1238 23.8024 0.001 -0.002 -0.0058
O 12.3831 1.6199 15.1993 -0.0019 0.0007 -0.0056
O 13.8954 12.0568 19.0587 -0.0011 -0.0021 -0.0029
O 7.6082 2.7663 21.7137 -0.0006 -0.0003 -0.0025
O 7.754 0.2449 22.8159 0 0.0001 -0.0075
O 12.0729 9.6487 16.4553 -0.0022 -0.0002 -0.0022
O 5.6069 9.3797 18.4292 -0.0012 -0.0013 -0.0035
O 13.4559 10.7505 21.2068 -0.0009 -0.0005 -0.0029
O 10.7585 9.9538 14.1924 0.0005 -0.001 -0.0032
O 11.4403 12.0859 15.8074 0.0002 -0.0006 -0.0027
O 6.3992 7.0299 14.9829 -0.006 0 -0.0031
O 10.5093 8.1325 18.1402 -0.0002 0.0008 -0.0019
O 12.4874 6.786 21.6465 -0.0029 0.0006 -0.0029
O 3.2283 3.2544 24.0062 -0.0008 -0.0011 -0.0059
O 3.4833 1.9465 21.8448 -0.0017 0.0002 -0.004
O 2.1704 9.7126 19.3104 -0.0001 -0.0011 -0.0031
O 1.9457 6.4248 23.3111 0.001 0.0013 -0.0042
O 6.9098 4.4914 19.9065 -0.0006 0.0001 -0.0001
O 11.3418 3.7767 23.7462 0.0006 0.0004 -0.0061
O 11.6956 12.6048 20.4313 -0.0005 0.0005 -0.0021
O 1.6056 9.3719 14.4408 0.0012 0.0022 -0.0039
O 11.2842 2.3946 19.8 -0.0004 -0.0025 0.0012
O 11.8847 11.2772 23.1768 -0.0026 -0.002 -0.0058
O 1.6494 4.582 21.3698 -0.0007 0.001 -0.0025
O 2.9664 4.4847 14.1062 0.0012 -0.0015 -0.0018
O 5.2853 3.8683 22.1638 0.0015 0.0014 -0.0042
O 4.3757 9.89 20.8877 0.0005 -0.0017 -0.0019
O 11.8994 10.2605 19.0689 -0.0021 -0.0005 -0.0047
O 14.8097 6.3274 17.0815 0.0001 -0.0013 -0.006
O 14.4684 12.608 22.8975 0.001 -0.0019 -0.006
O 8.7701 7.2491 16.3026 0.0007 0.0017 0.0004
O 9.0507 2.4051 23.8365 0.0007 0.0014 -0.0071
O 1.0414 1.4749 23.9249 -0.0018 -0.0017 -0.0043
O 8.4959 8.493 14.0438 -0.0015 -0.001 -0.0005
O 11.3894 7.5444 23.9554 0.0024 0.0007 -0.0101
O 9.8593 9.778 24.1839 0.0013 -0.0028 -0.0068
O 0.9775 11.5561 24.2463 -0.0027 -0.0011 -0.0094
O 1.5866 -0.0711 21.9696 -0.0016 -0.0009 -0.0026
O 3.716 8.329 23.8384 -0.0013 0.0001 -0.0059
O 9.6685 2.5221 17.6549 -0.0013 -0.0009 -0.0054
O 6.0444 12.0124 14.3235 -0.0006 -0.003 -0.0003
O 9.1075 5.1303 24.175 0.0024 -0.002 -0.004
O 13.2468 4.225 21.9247 -0.0014 -0.0008 -0.0046
O 6.7873 4.7919 17.2059 0.0003 0.0005 -0.0036
O 3.1879 4.0128 19.2387 0.0013 -0.001 -0.003
O 16.0287 4.4596 15.5228 0.0008 -0.0012 -0.002
O 3.8087 8.0149 14.7989 0.0022 0.0001 -0.0046
O 8.1376 7.6918 23.7812 0.0013 -0.0002 -0.0075
O 5.2399 11.8215 19.1781 -0.0002 -0.0001 -0.0019
O 6.4643 6.8755 18.9479 -0.0006 -0.0006 -0.0027
O 14.075 5.9749 19.7736 -0.0007 -0.001 0.0009
O 1.0119 5.4651 18.9451 0.0009 -0.0021 -0.0013
O 5.9298 9.4662 15.4234 0.0019 -0.0033 -0.0027
O 10.9855 3.9374 15.1878 -0.0006 -0.0012 -0.0034
O 9.7794 10.5777 17.5248 0.0018 -0.001 -0.0017
O 16.3497 2.7727 19.5205 0.0003 0.0002 -0.0025
O 5.3861 3.5982 14.9826 0.0002 0.0007 -0.0026
O 7.2358 11.0781 17.5027 -0.0024 -0.0007 -0.0034
O 2.3432 8.3296 21.5436 -0.0002 -0.0002 -0.0038
O 0.5157 0.4517 18.0783 -0.0017 -0.0026 -0.0031
O 2.5865 0.6751 19.7089 0.0001 -0.0003 -0.001
O 8.7599 12.9955 16.9642 0.0009 0.0017 -0.0024
O 11.0665 5.9781 16.8459 0.0002 -0.0005 -0.0043
O 7.3923 5.5085 22.278 0.0009 0.0018 -0.0033
O 13.9922 -0.2536 16.5211 -0.0014 -0.0006 -0.0019
O 11.0358 9.0481 21.8853 -0.0002 -0.0018 -0.0033
O 7.3226 2.3517 16.3397 0.0011 -0.0016 -0.0029
O 14.2349 10.1204 23.7045 0.0008 -0.0023 -0.0062
O 13.1427 11.0776 14.1891 -0.0032 -0.002 -0.0001
O 1.9779 8.7325 16.9003 0.0023 -0.0018 -0.0041
O 3.9478 7.669 19.5365 -0.0008 -0.0017 -0.0035
O 12.0654 3.6871 17.6527 0.0001 0.0002 -0.0039
O 8.8779 5.8952 18.5168 -0.0004 0.0012 -0.004
O 8.5537 10.961 15.1758 -0.0007 -0.0016 -0.0017
O 8.337 5.776 14.0736 0.0013 0.0006 -0.0042
O 13.6622 2.5422 24.1672 0.0002 0.0025 -0.0076
O 15.0459 6.0409 22.2563 -0.0006 0.0003 -0.0051
O 9.8419 6.6183 22.0526 0.0016 0.0019 -0.0047
O 0.1483 8.0671 18.7856 0.0022 0.0005 -0.0022
O 11.9223 1.0129 17.7043 -0.0006 0.0001 -0.0013
O 12.2542 1.781 22.1366 -0.0004 0 -0.0044
O 6.6831 11.2283 21.2791 0.0042 -0.0005 -0.0011
O 7.4034 10.3826 23.6114 -0.001 -0.0009 -0.0062
O 5.4032 1.7793 23.8371 -0.0021 0.0029 -0.0107
O 4.2252 -0.4591 21.5472 0.0004 -0.0012 -0.0027
O 14.861 6.4421 14.2389 -0.0018 -0.0024 0.0028
O 1.1085 8.9075 23.8106 -0.0026 0.0011 -0.003
O 4.963 2.9587 17.5066 0.0008 0.0003 -0.004
O 3.9554 10.5093 14.099 -0.0023 -0.0002 -0.0028
O 9.7414 1.2073 21.5131 -0.0005 -0.0006 -0.0044
O 2.0899 -0.6311 14.2915 0.0002 -0.0001 -0.0028
O 4.7442 11.3628 16.6308 -0.0028 -0.0003 -0.0028
O 9.6233 1.7283 15.0926 0.001 -0.0007 -0.0039
O 7.8325 13.3294 27.8989 0.0042 -0.0173 -0.0143
O 0.0971 0.4279 10.4009 0.0004 0.0022 0.0023
O 13.5111 6.7087 28.0935 0.0409 0.0167 -0.0152
O 4.5527 15.9037 12.4084 -0.0012 0.002 -0.0004
O 2.8124 3.6284 10.5501 0.0054 -0.0047 0.0067
O 2.2542 5.254 26.9601 -0.0167 0.0152 -0.0028
O 11.7472 11.4471 26.5777 0.002 -0.0099 0.0054
O 4.1094 1.3139 10.2332 -0.0034 -0.0202 -0.0155
O 14.169 7.551 11.9995 0.0012 0.007 -0.0026
O -4.3955 0.7834 27.8284 -0.0034 0.0001 -0.0033
O -4.8236 10.6291 10.5123 0.0116 0.007 -0.0097
O 5.946 2.3611 26.4178 0.0063 0.0083 0.0018
O 9.1898 8.4563 11.0145 -0.0058 0.0063 0.0004
O 5.6573 6.7245 28.0933 -0.001 0.0044 -0.0008
O 11.699 -3.8791 26.3221 0.0039 0.006 0.0027
O 5.8428 8.6787 11.1828 0.0001 0.007 -0.002

Results
free energy: -257822.653 eV
free energy less fixed offsets of O -568.88, Si -635.61 eV per atom: -5.113 eV

The program warned: the cutoff lies below the one the program advises for these potential files; the exchange-correlation potential is rough where the density is thin.
